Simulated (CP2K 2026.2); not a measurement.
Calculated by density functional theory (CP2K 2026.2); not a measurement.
Periodic cell of 512 atoms, Si360O152, from a study of silicon, its oxide and their interface. The atomic structure is a simulated model.
Doubt: the forces sum to 3.22 eV/angstrom along one axis rather than to zero, so they err by at least 0.0063 eV/angstrom per atom on average; the grid cutoff is modest.

Settings
functional: PBE
method: Gaussian and plane waves
basis set: DZVP-MOLOPT-SR-GTH
pseudopotentials: GTH-PBE
grid cutoff: 300 Ry, relative cutoff 40 Ry
k points: Gamma only
occupations: fixed
spin: none
net charge: 0

Cell vectors (angstrom)
a	16.32	0	0
b	0	16.32	0
c	6.3115	-1.2915	34.3909

Atoms and the computed forces on them: element, x, y, z (angstrom), force x, y, z (eV/angstrom)
Si	0.321	-0.144	-0.581	-0.249	-0.195	0.469
Si	1.208	-3.703	23.869	0.669	0.143	-0.12
Si	1.684	5.523	-1.905	-0.085	-0.02	0.189
Si	6.046	6.16	1.683	0.052	0.063	0.055
Si	-1.692	5.974	25.693	-0.095	0.037	-0.074
Si	-3.051	-6.199	25.299	-0.007	-0.077	-0.127
Si	-7.142	-7.101	24.293	0.045	-0.087	-0.002
Si	-3.86	4.242	-7.257	-0.001	-0.025	-0.076
Si	3.008	-1.564	-3.115	-0.109	-0.022	-0.014
Si	-3.161	7.039	-1.436	0.04	0.084	-0.055
Si	-7.443	5.908	-3.533	0.002	0.019	0.082
Si	2.764	-1.973	-0.341	-0.222	-0.385	0.48
Si	-3.444	-3.661	0.031	0.258	0.37	0.385
Si	1.591	4.794	-6.255	-0.001	-0.02	0.106
Si	-5.926	5.139	1.303	0.002	0.004	-0.096
Si	-2.501	8.151	1.367	-0.129	0.026	0.694
Si	-8.015	-1.311	-5.115	-0.081	0.038	-0.111
Si	4.947	0.696	-2.652	0.08	0.098	0.044
Si	-0.655	-0.657	1.478	-0.007	-0.052	0.049
Si	-1.078	-3.123	-4.875	-0.045	-0.029	0.03
Si	4.78	2.385	-0.19	0.066	0.061	0.099
Si	3.257	8.714	1.663	0.144	0.179	0.636
Si	0.374	-4.922	1.484	-0.034	-0.01	-0.076
Si	2.085	-3.228	1.5	-0.023	-0.008	0.003
Si	-10.484	-2.489	-0.04	-0.099	-0.784	0.197
Si	-7.628	3.426	1.42	0.002	0.017	0.062
Si	-1.223	4.922	-2.655	-0.111	0.02	0.03
Si	-8.636	7.984	1.563	0.025	-0.007	-0.058
Si	4.896	10.45	1.802	-0.039	0.016	-0.02
Si	-5.963	-0.284	-1.489	0.04	-0.137	0.042
Si	-4.972	0.287	1.355	0.099	0.34	0.46
Si	-3.208	2.018	1.322	-0.259	-0.006	0.553
Si	-2.953	-1.129	-6.246	-0.055	-0.021	0.08
Si	-1.072	1.122	-5.565	0.08	-0.146	-0.057
Si	-9.896	-8.029	-6.579	-0.033	-0.036	0.076
Si	-2.383	-2.329	1.634	-0.003	0.015	-0.045
Si	-1.48	1.195	2.73	0.007	0.063	-0.038
Si	1.828	3.656	2.747	0.007	0.008	-0.041
Si	-1.211	6.689	2.643	-0.243	0.132	0.314
Si	1.371	9.634	2.749	0.046	0.023	-0.105
Si	-1.289	-3.988	2.895	0.033	0	-0.024
Si	1.16	-1.472	2.776	0.041	0.036	0.019
Si	3.611	1.946	2.637	-0.204	0.107	0.531
Si	6.956	4.288	2.796	0.014	0.011	-0.032
Si	4.191	6.936	2.892	-0.022	0.014	-0.058
Si	6.681	9.532	3.006	-0.019	-0.024	0.001
Si	3.859	12.227	2.862	0.057	0.003	-0.038
Si	-9.053	-2.01	2.729	0.247	-0.076	0.489
Si	-6.744	1.436	2.492	-0.01	-0.018	-0.084
Si	-4.133	3.973	2.448	0.042	0.001	-0.051
Si	-6.848	6.856	2.683	-0.04	0.008	-0.049
Si	-3.99	-6.871	2.738	0.332	-0.267	0.231
Si	-7.23	-3.696	2.848	0.011	0.019	-0.074
Si	-4.072	-1.285	2.864	-0.032	0.003	-0.047
Si	-2.744	-0.001	4.28	-0.005	-0.012	0.013
Si	0.036	2.607	3.955	0.039	0.021	0.02
Si	-2.69	5.301	3.871	-0.037	0.022	-0.004
Si	0.025	8.157	4.023	-0.011	0.009	0.045
Si	-2.683	-5.45	4.082	-0.015	-0.007	0.054
Si	-0.023	-2.704	4.351	-0.004	0.006	-0.036
Si	2.675	0.045	3.864	0.004	0.006	-0.013
Si	5.435	2.833	3.939	-0.029	-0.013	0.025
Si	2.793	5.412	4.045	-0.029	-0.04	0.014
Si	5.422	8.19	4.417	-0.01	0.056	-0.047
Si	2.612	10.901	4.3	0.042	-0.081	-0.005
Si	5.44	-2.788	4.06	-0.008	0.043	0.001
Si	-8.135	-0.037	3.817	-0.029	-0.02	0.001
Si	-5.425	2.712	4.01	0.034	-0.016	-0.03
Si	-8.076	5.548	4.236	0.039	0.032	-0.026
Si	-5.384	8.105	4.049	-0.015	-0.006	0.045
Si	-8.188	-5.391	4.174	0.041	0.035	0.026
Si	-5.497	-2.685	4.095	-0.031	-0.071	0.038
Si	-1.397	-1.348	5.62	-0.014	0.007	0.008
Si	1.348	1.288	5.391	0.017	0.03	0.017
Si	-1.336	4.003	5.309	-0.013	0.02	0.01
Si	1.386	6.783	5.376	0.001	0.008	0.017
Si	-1.334	9.493	5.431	-0.014	-0.009	0.011
Si	1.323	12.256	5.652	-0.014	-0.028	0.015
Si	4.081	-1.295	5.296	0.003	-0.015	-0.026
Si	6.789	1.338	5.221	0.011	-0.013	-0.027
Si	4.154	4.118	5.451	-0.012	0.015	0.004
Si	-9.472	6.814	5.62	-0.012	-0.013	0.024
Si	4.011	9.563	5.633	0.013	0.008	0.01
Si	-9.595	12.214	5.538	0.002	-0.042	0.015
Si	-6.818	-1.267	5.406	-0.018	-0.011	0.006
Si	-4.117	1.415	5.491	-0.009	0.022	0.007
Si	-6.739	4.07	5.441	0.023	-0.014	-0.016
Si	-4.02	6.689	5.336	0.07	0.023	-0.007
Si	-6.757	-6.814	5.41	0.003	-0.001	0.024
Si	-4.099	-4.084	5.405	0.02	-0.01	0.02
Si	0.025	0.013	6.867	0.006	-0.009	0.007
Si	2.728	2.708	6.72	-0.011	0.003	-0.028
Si	-0.009	5.411	6.702	0	-0.002	-0.012
Si	2.67	8.111	6.859	-0.012	0.023	0.009
Si	-0.045	10.839	6.89	-0.023	-0.018	-0.004
Si	2.771	-2.646	6.804	0.028	0.011	-0.015
Si	5.445	0.035	6.688	-0.019	0.007	0.003
Si	-8.177	2.681	6.69	-0.029	-0.022	0.003
Si	-10.856	5.424	6.885	0.002	-0.001	0.016
Si	-8.096	8.205	6.865	0.004	0.018	0.01
Si	-10.909	10.895	6.938	0.012	0	0.022
Si	-8.181	-2.67	6.77	-0.002	0.002	-0.032
Si	-5.476	0.037	6.82	-0.001	-0.003	0.022
Si	-2.69	2.741	6.786	0.003	-0.004	0.017
Si	-5.375	5.41	6.791	0.037	0.004	0.002
Si	-2.714	8.104	6.739	-0.012	0.008	-0.02
Si	-5.43	-5.446	6.784	-0.004	-0.002	0.002
Si	-2.782	-2.752	6.853	-0.007	-0.019	0.016
Si	-1.347	1.354	13.583	0.011	-0.025	-0.01
Si	1.373	4.086	13.61	-0.015	0.022	0.002
Si	-1.356	6.794	13.616	-0.012	0.027	0.008
Si	1.386	9.505	13.598	0.009	-0.025	-0.001
Si	-1.358	-4.081	13.584	0.006	-0.017	0.009
Si	1.358	-1.338	13.597	-0.004	0.005	-0.006
Si	4.08	1.374	13.624	-0.003	0.003	0.008
Si	-9.536	4.081	13.616	-0.014	0.017	-0.005
Si	4.095	6.783	13.605	0.016	-0.012	-0.009
Si	-9.526	9.518	13.579	-0.012	0.012	-0.001
Si	4.077	-4.067	13.595	-0.007	0.016	0.001
Si	6.804	-1.359	13.621	0.016	-0.031	0.004
Si	-6.817	1.362	13.605	-0.011	0.012	0.001
Si	-4.066	4.061	13.582	0.023	-0.023	-0.001
Si	-6.815	6.777	13.575	0.022	0	0.004
Si	-4.094	9.527	13.603	-0.009	0.017	-0.007
Si	-6.806	-4.09	13.604	0.012	-0.016	-0.008
Si	-4.097	-1.344	13.576	-0.026	0.015	0.002
Si	-2.734	0.015	14.938	0.016	0.008	-0.012
Si	0.02	2.708	14.946	0.007	-0.002	-0.007
Si	-2.716	5.412	14.952	-0.007	0.008	-0.009
Si	0.035	8.142	14.957	-0.004	-0.004	-0.002
Si	-2.714	-5.436	14.947	-0.02	-0.012	-0.005
Si	-0.005	-2.707	14.941	0.006	0.003	-0.011
Si	2.72	0.013	14.975	-0.013	-0.026	-0.003
Si	5.421	2.738	14.997	-0.002	0.001	-0.002
Si	2.735	5.432	14.985	0.006	0.014	0.004
Si	5.461	8.149	14.958	0	0.003	-0.007
Si	2.743	10.875	14.959	0.017	0.008	-0.006
Si	5.432	-2.716	14.967	0	0.006	-0.008
Si	-8.173	0.009	14.984	-0.013	-0.01	-0.003
Si	-5.439	2.721	14.946	0.02	0.019	-0.006
Si	-8.168	5.438	14.974	-0.014	-0.008	-0.008
Si	-5.473	8.146	14.92	-0.013	0.002	-0.013
Si	-8.184	-5.447	14.956	0.016	0.015	0.002
Si	-5.448	-2.708	14.937	0.008	-0.012	-0.01
Si	-1.388	-1.352	16.291	-0.033	-0.014	-0.008
Si	1.388	1.392	16.342	0.005	0.021	0.004
Si	-1.344	4.046	16.303	-0.008	0.008	-0.001
Si	1.374	6.78	16.35	-0.008	0.025	-0.016
Si	-1.327	-6.802	16.278	-0.009	-0.003	-0.014
Si	1.385	-4.052	16.287	-0.031	0.004	-0.018
Si	4.101	-1.331	16.328	0.019	0	-0.009
Si	-9.541	1.374	16.344	-0.016	-0.015	-0.002
Si	4.062	4.08	16.393	-0.027	-0.029	-0.002
Si	-9.51	6.807	16.357	0.047	0.011	-0.005
Si	4.109	9.504	16.322	0.015	0.009	-0.007
Si	-9.546	-4.089	16.326	-0.001	0	0.003
Si	-6.818	-1.379	16.318	0.03	0.002	-0.003
Si	-4.086	1.373	16.318	0.008	-0.001	-0.009
Si	-6.793	4.072	16.316	-0.003	-0.008	-0.009
Si	-4.113	6.784	16.255	-0.003	-0.009	-0.021
Si	-6.857	9.461	16.292	-0.003	-0.018	0.009
Si	-4.065	-4.046	16.284	0.021	0.024	-0.001
Si	-0.042	0.044	17.604	-0.041	-0.007	-0.016
Si	2.736	2.701	17.811	-0.007	-0.002	-0.011
Si	0.065	5.325	17.681	0.026	-0.004	-0.018
Si	2.719	8.19	17.682	-0.023	0.019	-0.006
Si	-0.013	-5.376	17.623	-0.007	-0.024	-0.03
Si	2.772	-2.723	17.654	0.007	0.005	0.034
Si	5.394	0.064	17.738	-0.035	0.002	-0.017
Si	-8.115	2.674	17.673	0.012	0.003	0.017
Si	5.442	5.458	17.707	-0.001	0.018	0.055
Si	-8.171	8.145	17.786	0.003	0.02	-0.022
Si	5.496	10.81	17.715	0.043	-0.007	-0.012
Si	-8.238	-2.684	17.683	0	-0.017	0.032
Si	-5.407	-0.053	17.651	0.022	0.01	-0.018
Si	-2.771	2.786	17.683	0.015	0	0.002
Si	-5.505	5.509	17.664	-0.005	0.004	-0.026
Si	-2.663	-8.253	17.553	-0.001	-0.007	0.001
Si	-5.457	-5.462	17.512	0	0.016	-0.025
Si	-2.724	-2.695	17.705	-0.01	-0.007	-0.026
Si	-1.424	1.376	18.983	-0.012	-0.022	0.023
Si	1.341	4	19.205	-0.017	0.008	-0.007
Si	-1.361	6.641	18.936	-0.056	0.018	0.023
Si	1.328	-6.712	18.973	0.035	0	0.005
Si	-1.313	-4.019	19.043	0.04	-0.008	-0.004
Si	1.38	-1.283	18.885	-0.008	0.017	0.057
Si	4.116	1.398	19.247	0.022	-0.012	0.001
Si	-9.442	4.086	18.987	-0.008	0.001	0.033
Si	4.049	6.826	19.059	0.006	0.007	0.009
Si	-9.513	9.479	19.211	-0.014	0.007	-0.005
Si	4.141	-4.13	19.006	-0.023	0.04	0.056
Si	6.743	-1.266	19.095	0.041	-0.029	0.039
Si	-6.774	1.237	19.013	-0.039	0.01	0.02
Si	-4.147	4.212	19.017	0.062	0	0.031
Si	-6.793	6.811	19.175	-0.011	-0.052	0.016
Si	-4.015	-6.806	18.756	-0.009	-0.004	0.029
Si	-6.861	-4.168	18.861	0.006	0.001	0.034
Si	-4.102	-1.376	19.1	0.002	0.029	0.004
Si	-0.904	-0.877	21.564	-0.015	0.012	0.061
Si	-0.151	2.641	20.52	-0.002	0.04	0.028
Si	-2.742	5.464	20.492	-0.027	-0.009	0.021
Si	-0.021	8.095	20.145	0.064	-0.015	0.002
Si	-2.72	-5.492	20.192	0.03	-0.012	0.071
Si	0.094	-2.59	20.313	-0.035	-0.031	-0.014
Si	2.585	0.012	20.451	-0.045	0.049	0.047
Si	5.673	2.767	20.499	0.026	-0.017	0.006
Si	2.794	5.389	20.47	-0.013	0.02	0.073
Si	5.339	8.15	20.557	-0.002	0.029	0.064
Si	2.683	-5.36	20.386	-0.018	-0.005	0.002
Si	5.409	-2.714	20.404	-0.005	-0.022	-0.001
Si	-8.114	-0.026	20.53	-0.003	-0.03	0.014
Si	-5.497	2.744	20.252	-0.037	0.011	-0.007
Si	-8.216	5.41	20.518	0.02	0.058	0.011
Si	-5.257	-8.06	20.266	-0.026	0.006	0.058
Si	-8.05	-5.449	20.47	0.048	-0.003	0.088
Si	-5.557	-2.847	20.239	0.046	0.019	0.019
Si	-2.751	0.056	20.433	-0.025	-0.039	0.039
Si	0.744	0.858	21.797	-0.02	-0.173	-0.572
Si	-2.024	3.521	21.703	-0.185	-0.124	-0.656
Si	1.47	6.986	21.565	-0.092	-0.199	-0.712
Si	-1.704	-7.228	21.39	-0.293	-0.206	-0.499
Si	1.839	-3.507	21.609	-0.036	-0.004	-0.045
Si	4.115	-0.987	23.687	-0.189	-0.195	-0.64
Si	-8.852	1.827	21.861	-0.013	0.026	-0.062
Si	4.687	4.568	21.689	0.039	-0.022	-0.024
Si	-9.338	6.905	23.994	-0.249	-0.059	-0.578
Si	3.618	-7.007	21.77	0.314	0.121	-0.683
Si	7.205	-3.674	21.623	0.224	0.15	-0.541
Si	-7.331	-2.043	21.571	-0.018	-0.056	-0.028
Si	-3.836	1.821	21.595	0.335	0.106	-0.539
Si	-7.113	3.672	21.705	-0.304	-0.235	-0.385
Si	-3.484	-8.857	21.597	0.085	0.027	-0.043
Si	-6.08	-6.321	21.58	-0.042	0.275	-0.556
Si	-4.457	-4.532	21.413	-0.031	0.004	0.005
Si	-8.153	-7.728	-3.063	-0.024	-0.012	0.047
Si	-3.432	-3.913	-2.973	-0.062	-0.091	0.019
Si	-3.793	7.329	23.906	0.008	0.254	-0.588
Si	3.15	5.479	25.816	-0.141	-0.071	-0.028
Si	3.069	-3.33	25.275	-0.555	-0.028	-0.459
Si	-8.998	-0.138	26.559	0.007	0.043	-0.057
Si	-1.192	-5.814	-0.065	0.55	0.481	0.201
Si	-10.017	6.367	21.789	0.043	-0.074	0.012
Si	0.865	6.949	24.424	-0.135	0.063	-0.103
Si	-7.797	5.37	25.942	0.135	-0.052	-0.091
Si	-6.034	-4.881	1.195	-0.399	0.381	0.454
Si	-0.276	-6.516	24.195	-0.069	-0.053	-0.124
Si	-10.144	6.681	-4.033	0.079	0.075	0.038
Si	0.268	-0.861	-3.484	-0.075	-0.019	0.001
Si	-1.402	4.014	-5.427	-0.038	0.091	-0.065
Si	-6.067	3.634	-5.086	-0.066	0.022	0.07
Si	3.553	-1.801	21.581	-0.009	-0.001	-0.004
Si	2.243	1.465	24.346	-0.188	0.017	-0.099
Si	-8.17	-6.77	-0.209	-0.251	-0.395	0.564
Si	-10.719	-4.897	-0.169	-0.041	0.358	0.565
Si	-9.271	-4.974	24.46	-0.073	0.063	-0.165
Si	-8.314	1.735	-5.893	0.02	-0.035	0.032
Si	5.386	5.279	-0.301	0.148	0.211	0.521
Si	-1.249	-1.765	23.664	0.083	0.279	-0.702
Si	-8.312	-2.898	26.167	0.131	-0.048	0.003
Si	0.651	4.659	0.974	0.422	-0.251	0.402
Si	-6.467	-1.991	23.72	-0.159	-0.136	-0.629
Si	-2.561	0.367	25.442	0.049	0.09	-0.141
Si	-9.806	-3.395	-6.343	0.047	0.037	-0.082
Si	-3.83	-3.697	23.466	-0.129	-0.262	-0.592
Si	-1.037	2.634	-0.66	-0.031	-0.073	0.059
Si	4.875	7.739	26.296	0.01	0.036	-0.075
Si	4.336	-6.154	24.749	-0.041	0.007	-0.06
Si	-2.568	3.474	24.671	0.01	0.033	-0.058
Si	4.315	3.54	23.728	0.077	0.356	-0.642
Si	-5.68	5.387	-1.098	-0.079	0.044	0.713
Si	-0.407	-6.091	-5.366	-0.144	0.031	0.139
Si	5.221	2.467	-5.044	-0.006	-0.006	-0.061
Si	-8.941	-0.922	-2.231	0.053	0.05	0.007
Si	-2.142	-6.584	-2.79	0.082	0.014	0.086
Si	-5.214	0.699	24.295	0.162	0.128	-0.128
Si	-6.168	2.703	-2.176	-0.103	0.188	0.103
Si	-8.748	3.315	-0.62	0.346	0.037	0.493
Si	3.394	-2.878	-5.933	0.031	-0.039	-0.098
Si	-9.953	1.16	23.865	0.392	0.104	-0.586
Si	2.59	-5.675	-5.122	0.046	0.045	0.036
Si	3.71	-7.191	-7.505	0.01	0.05	0.028
Si	-5.466	4.775	24.296	0.034	0.081	-0.159
Si	4.318	-5.943	-2.641	-0.065	0.014	0.146
Si	3.527	7.67	-1.29	0.034	0.092	0.205
Si	-5.158	-1.861	-4.148	-0.056	0.05	0.067
Si	-9.459	-5.715	-4.513	0.082	-0.054	0.002
Si	3.645	5.012	-3.982	-0.051	-0.041	-0.069
Si	3.485	2.553	-7.534	0.032	0.057	-0.064
Si	-1.354	1.383	8.172	-0.011	0.016	0.018
Si	1.362	4.069	8.092	-0.004	0.009	-0.004
Si	-1.347	6.768	8.117	0.002	-0.005	-0.012
Si	1.331	9.486	8.218	0.004	-0.009	0.007
Si	-1.407	-4.103	8.208	-0.015	0.006	0.001
Si	1.39	-1.346	8.196	0.001	-0.008	0.004
Si	4.091	1.367	8.1	0.014	-0.016	0.007
Si	-9.487	4.023	8.149	-0.001	-0.01	0.011
Si	4.073	6.784	8.198	0.002	0.016	0.022
Si	-9.498	9.528	8.216	0.007	-0.012	0.021
Si	4.071	-4.016	8.221	0.012	0.006	0.01
Si	-9.546	-1.319	8.12	-0.009	0.009	0.003
Si	-6.844	1.38	8.149	0.007	0.002	-0.006
Si	-4.038	4.082	8.174	0.015	0.002	0.006
Si	-6.74	6.786	8.157	-0.028	0.009	-0.001
Si	-4.067	-6.832	8.124	0	0.007	-0.002
Si	-6.808	-4.06	8.123	-0.005	-0.012	-0.005
Si	-4.124	-1.35	8.169	0.014	-0.02	0.01
Si	-2.728	0.002	9.506	-0.002	-0.012	-0.007
Si	0.016	2.741	9.508	-0.004	0.016	-0.003
Si	-2.695	5.445	9.527	-0.003	0	0.011
Si	-0.024	8.119	9.541	-0.001	0.012	0.002
Si	-2.747	-5.476	9.542	0.019	0.004	0.011
Si	-0.001	-2.727	9.519	-0.003	-0.04	-0.018
Si	2.751	0.026	9.52	0.008	0.007	0.007
Si	-10.876	2.699	9.505	-0.012	-0.008	0.006
Si	2.703	5.41	9.512	-0.014	-0.002	0
Si	-10.875	8.152	9.537	0.014	0.004	0.001
Si	2.706	-5.43	9.533	-0.017	-0.001	-0.017
Si	-10.868	-2.67	9.542	0.001	-0.002	0.006
Si	-8.188	0.015	9.512	-0.011	-0.007	0.01
Si	-5.446	2.723	9.498	0.002	0.015	-0.014
Si	-8.133	5.418	9.494	0.025	-0.004	-0.012
Si	-5.414	8.153	9.523	0.012	-0.007	0.006
Si	-8.145	-5.408	9.531	-0.013	0.007	0.009
Si	-5.466	-2.717	9.522	-0.008	0.02	0.003
Si	-1.363	-1.357	10.866	0.01	0.005	-0.006
Si	1.375	1.38	10.87	0.003	0.005	-0.003
Si	-1.34	4.085	10.882	0.011	0.011	0.004
Si	1.361	6.776	10.887	-0.013	0	0.003
Si	-1.371	9.496	10.898	-0.02	-0.011	0.007
Si	1.348	-4.082	10.895	-0.007	-0.006	0
Si	4.087	-1.33	10.903	0.003	0.001	0.01
Si	-9.533	1.358	10.894	-0.005	-0.005	0.007
Si	-12.238	4.063	10.865	-0.001	0	0.001
Si	-9.509	6.775	10.862	-0.026	0	0
Si	-12.236	9.527	10.88	0.013	0.004	-0.005
Si	-9.513	-4.055	10.886	0.02	0.013	0.008
Si	-6.826	-1.353	10.872	-0.01	-0.023	0.002
Si	-4.091	1.359	10.863	-0.002	-0.008	-0.003
Si	-6.792	4.073	10.879	0.015	0.005	-0.002
Si	-4.062	6.798	10.89	0.018	0.019	0.004
Si	-6.79	9.52	10.869	0.011	0.005	-0.011
Si	-4.101	-4.082	10.877	-0.016	-0.025	-0.007
Si	0.008	0.006	12.214	-0.003	-0.006	-0.006
Si	2.729	2.724	12.248	0	-0.004	0
Si	0.005	5.437	12.258	0.004	-0.004	0.006
Si	2.736	8.145	12.234	-0.001	0.018	-0.006
Si	0.003	10.862	12.246	0.001	0.002	0.001
Si	2.714	-2.706	12.24	-0.005	-0.014	-0.002
Si	5.443	0.011	12.275	-0.004	-0.002	0.014
Si	-8.171	2.727	12.246	-0.009	-0.005	0
Si	-10.877	5.426	12.228	0.005	-0.001	0.001
Si	-8.162	8.152	12.218	0.009	-0.003	-0.001
Si	-10.882	10.895	12.232	-0.004	-0.001	-0.005
Si	-8.161	-2.711	12.256	-0.003	0.012	0.011
Si	-5.462	0.012	12.224	0.011	-0.009	-0.011
Si	-2.71	2.71	12.218	-0.001	0.016	-0.008
Si	-5.43	5.427	12.232	-0.007	0.008	-0.001
Si	-2.724	8.153	12.268	-0.004	0.003	0.012
Si	-5.448	-5.441	12.24	0.001	0.003	0.004
Si	-2.727	-2.717	12.227	0.008	-0.012	0
O	-0.231	-0.891	-1.935	-0.564	-0.459	0.016
O	-5.283	3.831	-1.415	0.546	-0.277	0.218
O	-4.611	6.41	-1.772	0.003	0.194	-0.136
O	-5.113	6.37	24.134	-0.149	-0.024	-0.194
O	3.558	-6.631	-5.999	0.305	-0.234	0.243
O	1.84	-0.502	-3.476	-0.026	0.517	-0.335
O	-10.788	-0.202	23.509	0.26	-0.296	-0.363
O	0.076	1.458	-0.823	0.351	0.378	-0.22
O	0.631	6.479	22.884	-0.306	-0.343	-0.032
O	5.155	-7.91	-7.571	0.043	-0.064	-0.404
O	-7.765	2.872	-1.852	-0.36	-0.013	-0.122
O	-6.402	4.617	25.609	0.199	-0.366	0.415
O	-1.062	-6.066	-1.674	0.566	-0.002	-0.237
O	1.486	5.093	-0.354	0.105	-0.029	-0.184
O	-9.596	-1.871	1.184	0.378	0.446	-0.072
O	-0.524	3.644	0.497	-0.421	-0.12	0.245
O	-0.097	5.938	1.655	0.235	0.079	-0.067
O	-6.065	-7.007	23.093	0.147	-0.42	0.258
O	-2.494	-2.795	23.601	0.134	-0.025	-0.285
O	2.337	6.454	24.825	0.299	0.154	-0.153
O	-4.597	1.488	23.029	0.091	0.178	0.111
O	-10.881	2.455	24.172	0.119	0.078	0.567
O	3.824	-6.319	23.229	-0.305	0.388	-0.097
O	-2.485	6.489	24.381	0.144	0.029	-0.213
O	3.94	-7.388	25.711	-0.515	-0.01	0.093
O	-2.312	7.755	-7.622	0.126	-0.273	0.723
O	0.926	1.156	23.432	-0.282	-0.008	0.367
O	-0.135	6.243	25.461	0.247	-0.369	0.566
O	-5.317	-1.082	-2.733	0.336	0.138	-0.212
O	-9.598	4.669	-1.046	0.139	0.19	-0.202
O	2.213	7.047	-1.99	-0.398	0.382	-0.54
O	-8.87	-2.049	-6.298	0.054	0.407	-0.622
O	-2.403	1.928	25.064	0.282	0.118	-0.206
O	-7.826	-5.649	24.281	0.288	0.413	0.049
O	4.172	-2.269	24.685	0.304	-0.341	-0.043
O	-4.752	3.849	-5.98	0.326	-0.067	0.392
O	-7.488	6.795	26.618	-0.286	0.183	0.017
O	-7.689	-7.569	-1.532	0.245	-0.246	-0.108
O	-1.462	-0.558	24.724	0.448	0.13	0.371
O	-3.379	-5.529	-2.891	-0.507	-0.207	-0.113
O	2.467	3.637	-6.945	-0.184	-0.112	-0.253
O	-8.732	-1.561	-3.693	-0.33	-0.677	0.189
O	2.512	8.146	22.07	-0.007	-0.037	0.642
O	-7.888	0.294	-5.302	0.529	0.023	-0.112
O	0.644	-5.2	24.185	0.09	0.001	0.395
O	-9.219	0.815	25.271	0.19	0.188	0.235
O	-9.356	-1.69	26.364	-0.593	-0.202	-0.027
O	3.093	0.093	24.349	0.004	-0.155	0.274
O	-1.797	-2.226	-5.993	0.035	-0.104	-0.133
O	2.581	-4.275	-5.93	-0.349	0.003	-0.428
O	3.786	-4.785	25.384	-0.132	-0.02	0.518
O	-9.423	-5.809	-0.634	-0.164	0.315	-0.392
O	-1.059	-6.693	22.799	-0.045	0.37	0.103
O	-5.102	-5.963	1.947	0.188	-0.165	-0.317
O	-3.276	7.41	0.134	-0.311	-0.105	0.071
O	-1.442	-6.372	25.296	0.346	-0.271	0.742
O	4.69	1.248	-4.142	-0.502	-0.362	0.081
O	-5.943	1.658	25.388	-0.111	0.796	0.127
O	-8.538	8.06	-7.411	0.477	0.5	0.038
O	-1.939	4.383	25.851	-0.145	-0.331	0.703
O	-3.437	-3.219	-1.518	-0.065	0.639	-0.146
O	-1.734	3.757	23.307	0.653	0.038	0.107
O	-0.541	0.226	-4.339	0.005	0.251	0.328
O	-4.017	-0.13	24.976	-0.236	-0.458	-0.167
O	-2.078	-3.42	-3.666	0.191	0.308	0.258
O	-2.308	4.226	-6.756	0.167	0.2	-0.476
O	-2.497	2.114	-0.178	-0.097	-0.478	-0.462
O	2.608	1.194	-7.553	0.246	-0.544	0.493
O	4.352	-1.784	0.029	0	0.193	-0.047
O	2.945	2.682	23.536	-0.131	0.07	-0.283
O	0.064	-2.577	24.171	0.144	0.188	0.403
O	-9.573	-4.038	23.172	-0.329	0.103	0.271
O	-4.018	-1.127	-5.03	0.092	0.335	0.006
O	2.596	-2.534	-1.873	-0.252	-0.678	-0.193
O	4.42	-5.024	-1.31	-0.583	0.231	0.087
O	-2.642	-5.084	0.156	-0.296	-0.267	0.379
O	-1.837	4.933	-4.155	-0.469	0.501	0.063
O	-5.675	1.285	-1.65	0.624	0.102	0.105
O	4.289	1.698	-1.567	-0.555	0.01	-0.088
O	-5.315	-0.592	-0.026	-0.041	-0.482	-0.077
O	-9.773	-6.662	-5.766	0.072	0.001	-0.47
O	-3.607	-5.017	24.364	-0.048	0.031	0.172
O	-8.801	1.448	-7.38	-0.101	-0.183	0.063
O	4.105	1.647	1.086	-0.074	-0.143	-0.114
O	-10.647	-5.733	-3.452	0.144	-0.002	-0.043
O	-3.731	-7.588	24.766	-0.051	0.157	0.152
O	-6.314	-0.383	23.867	-0.498	0.407	-0.449
O	-0.658	-6.792	-6.786	0.248	-0.306	-0.027
O	4.181	4.588	24.948	0.624	0.193	0.185
O	0.099	1.593	-6.58	0.076	0.496	-0.087
O	-9.017	5.55	-3.748	-0.256	-0.389	-0.189
O	-8.605	5.564	24.555	-0.112	-0.524	-0.189
O	3.405	-2.377	-4.415	0.148	-0.117	0.243
O	-5.019	-3.903	0.388	-0.106	0.194	-0.53
O	2.625	-1.873	-6.932	0.047	0.288	0.076
O	-4.115	3.913	24.471	-0.16	-0.491	0.221
O	3.012	-8.031	0.105	-0.337	-0.101	-0.331
O	2.537	5.413	-5.095	-0.114	0.505	0.039
O	-0.613	-4.5	-5.541	0.055	0.171	-0.32
O	-9.8	0.447	-2.364	0.487	0.518	-0.248
O	-8.226	8.088	23.924	0.256	-0.143	-0.016
O	-7.549	-0.577	-1.488	0.038	-0.039	0.638
O	-5.065	-2.773	23.96	0.115	-0.063	0.184
O	4.746	2.32	-6.57	0.481	-0.104	-0.408
O	-2.251	0.328	-6.335	-0.18	0.241	-0.182
O	-6.584	5.087	-4.612	0.274	0.226	-0.192
O	4.403	3.971	-0.126	-0.442	0.135	0.236
O	0.149	-2.306	-4.211	0.191	-0.025	-0.186
O	-6.308	4.231	23.028	0.314	-0.232	-0.053
O	1.135	-6.338	-4.991	0.089	-0.423	0.302
O	-9.488	2.432	-5.026	0.195	0.476	0.235
O	-6.984	-5.743	0.205	0.231	0.223	-0.402
O	4.27	-0.745	-2.581	0.107	-0.079	0.368
O	-7.43	-2.57	24.866	0.21	-0.08	-0.115
O	-1.634	2.491	-4.946	-0.327	-0.177	0.383
O	-10.467	7.302	25.084	-0.041	0.069	-0.053
O	1.291	5.87	-7.407	-0.683	0.324	-0.173
O	-7.034	5.625	-1.984	-0.476	-0.026	0.151
O	-8.123	-6.284	-3.79	0.487	0.243	0.316
O	-7.108	2.793	-5.974	0.178	-0.102	-0.347
O	-9.724	-2.044	-1.389	0.121	-0.204	-0.203
O	4.627	6.493	-1.063	0.041	-0.048	-0.331
O	-7.212	7.499	-3.802	0.458	0.129	-0.236
O	4.121	-7.481	-2.208	0.264	-0.078	-0.144
O	-9.67	7.971	-3.153	-0.388	0.281	0.35
O	-6.437	-7.351	25.729	0.239	0.424	0.148
O	-1.211	3.419	-2.055	0.075	-0.246	-0.332
O	2.185	4.48	26.646	-0.51	0.192	0.255
O	-10.113	7.034	-5.606	0.122	-0.589	-0.158
O	-9.667	-4.41	-7.59	0.119	-0.415	-0.043
O	-9.915	2.238	-0.194	0.16	-0.294	0.269
O	-4.704	-3.385	-3.816	-0.273	-0.47	-0.46
O	-5.831	2.764	-3.749	-0.016	-0.307	-0.224
O	1.912	-0.547	-0.36	0.469	0.659	-0.048
O	0.682	-7.77	24.524	0.403	0.154	0.061
O	-3.676	-1.509	-7.638	-0.367	-0.119	0.241
O	3.121	-5.483	-3.613	-0.175	0.246	0.277
O	-2.786	-8.001	-2.346	-0.185	0.058	-0.394
O	4.949	-2.996	-6.343	-0.108	-0.018	-0.1
O	-9.309	-4.208	-5.035	0.308	0.285	0.344
O	-2.054	5.892	-1.675	0.259	-0.222	0.455
O	0.163	4.305	-5.711	-0.037	-0.166	0.342
O	-6.516	-1.908	-5.016	-0.039	-0.219	-0.563
O	2.093	1.941	25.897	-0.05	-0.27	0.032
O	-1.377	-6.692	-4.212	-0.169	-0.38	-0.198
O	2.82	4.618	-2.64	0.143	-0.442	0.051
O	0.3	5.444	-2.713	0.18	0.271	-0.632
O	4.609	3.817	-4.439	0.264	-0.001	0.183
O	-10.373	-6.127	24.63	0.245	-0.306	0.071
O	-9.246	-4.166	25.846	-0.181	-0.004	0.554
O	-1.334	-7.255	0.665	0.445	-0.51	-0.228
O	4.661	6.244	-3.711	-0.175	0.211	0.197

Results
total energy: -105161.084 eV
total energy less fixed offsets of O -438.25, Si -107.07 eV per atom: -1.884 eV
